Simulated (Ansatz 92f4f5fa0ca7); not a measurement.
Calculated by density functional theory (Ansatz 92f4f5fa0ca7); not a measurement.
Periodic cell of 282 atoms, Si168O102H12, from a study of silicon, its oxide and their interface. The atomic structure is a simulated model.

Settings
functional: PBE
potential files: Ansatz PAW
basis: plane waves
wave-function cutoff: 700 eV
density cutoff ratio: 5
exchange-correlation grid ratio: 1
k mesh: 2 x 2 x 1, shifted by 0.5 0.5 0.5 of a step
self-consistency stop: 5e-08 eV per atom in the density residual
occupations: fixed
spin: none
net charge: 0

Cell vectors (angstrom)
a, 11.6015, 0, 0
b, 0, 13.3963, 0
c, 0, 0, 31.4201

Atoms: element, x, y, z (angstrom)
Si, 11.5632, 0.0913, 24.7503
Si, 3.8059, 0.0728, 24.6845
Si, 7.7309, 0.1593, 24.5919
Si, 1.7127, 3.5081, 24.7219
Si, 5.7151, 3.4381, 24.7225
Si, 9.5864, 3.4259, 24.7813
Si, 11.4583, 6.8103, 24.7953
Si, 3.8638, 6.8184, 24.7485
Si, 7.6827, 6.755, 24.7749
Si, 1.7961, 10.0947, 24.6392
Si, 5.7357, 10.1284, 24.711
Si, 9.574, 10.1366, 24.754
Si, 11.4973, 2.2963, 25.5801
Si, 3.7313, 2.3358, 25.3746
Si, 7.644, 2.3234, 25.5069
Si, 1.8727, 5.7267, 25.48
Si, 5.7505, 5.6471, 25.541
Si, 9.5925, 5.6339, 25.5858
Si, 11.5063, 9.0283, 25.5603
Si, 3.7782, 9.0492, 25.47
Si, 7.6516, 8.9968, 25.5127
Si, 1.888, 12.3259, 25.4523
Si, 5.7896, 12.3889, 25.3944
Si, 9.6075, 12.383, 25.4737
Si, 11.5567, 2.2642, 27.9194
Si, 3.7988, 2.2856, 27.7839
Si, 7.6831, 2.2602, 27.8702
Si, 1.9054, 5.6478, 27.8605
Si, 5.7653, 5.6164, 27.8933
Si, 9.6291, 5.6115, 27.9241
Si, 11.56, 8.98, 27.9113
Si, 3.8229, 8.9891, 27.8472
Si, 7.6929, 8.9729, 27.8732
Si, 1.911, 12.3013, 27.8331
Si, 5.7921, 12.3408, 27.7997
Si, 9.6326, 12.3228, 27.8529
Si, 1.9073, 1.1397, 28.6449
Si, 5.7376, 1.1606, 28.6347
Si, 9.6211, 1.1456, 28.6692
Si, 11.5854, 4.5074, 28.6666
Si, 3.8269, 4.4943, 28.6491
Si, 7.6974, 4.4864, 28.6747
Si, 1.9062, 7.8675, 28.6647
Si, 5.7584, 7.8551, 28.6551
Si, 9.6279, 7.8512, 28.671
Si, 11.5751, 11.2138, 28.6585
Si, 3.8617, 11.2134, 28.6378
Si, 7.7048, 11.2064, 28.649
Si, 1.9336, 1.1164, 31.0251
Si, 5.8008, 1.1164, 31.0251
Si, 9.6679, 1.1164, 31.0251
Si, 0, 4.4654, 31.0251
Si, 3.8672, 4.4654, 31.0251
Si, 7.7343, 4.4654, 31.0251
Si, 1.9336, 7.8145, 31.0251
Si, 5.8008, 7.8145, 31.0251
Si, 9.6679, 7.8145, 31.0251
Si, 0, 11.1635, 31.0251
Si, 3.8672, 11.1635, 31.0251
Si, 7.7343, 11.1635, 31.0251
Si, 0, 0, 0.3944
Si, 3.8672, 0, 0.3944
Si, 7.7343, 0, 0.3944
Si, 1.9336, 3.3491, 0.3944
Si, 5.8008, 3.3491, 0.3944
Si, 9.6679, 3.3491, 0.3944
Si, 0, 6.6981, 0.3944
Si, 3.8672, 6.6981, 0.3944
Si, 7.7343, 6.6981, 0.3944
Si, 1.9336, 10.0472, 0.3944
Si, 5.8008, 10.0472, 0.3944
Si, 9.6679, 10.0472, 0.3944
Si, 11.6458, -0.0082, 2.7571
Si, 3.9008, -0.0072, 2.7606
Si, 7.7677, -0.0096, 2.7506
Si, 1.9752, 3.3417, 2.7686
Si, 5.8361, 3.344, 2.7552
Si, 9.7194, 3.3396, 2.753
Si, 11.6421, 6.704, 2.7667
Si, 3.8954, 6.6762, 2.7497
Si, 7.7651, 6.6927, 2.7483
Si, 1.9647, 10.0429, 2.7817
Si, 5.8371, 10.0392, 2.7712
Si, 9.7385, 10.0316, 2.7746
Si, 11.6553, 2.2137, 3.5574
Si, 3.9152, 2.2197, 3.5531
Si, 7.7814, 2.2265, 3.5176
Si, 1.9676, 5.5774, 3.5634
Si, 5.8376, 5.5773, 3.54
Si, 9.7059, 5.5792, 3.5177
Si, 11.669, 8.9048, 3.6478
Si, 3.8985, 8.8967, 3.5341
Si, 7.7952, 8.9219, 3.5282
Si, 1.979, 12.282, 3.5789
Si, 5.8375, 12.2805, 3.552
Si, 9.7116, 12.2723, 3.5329
Si, 11.6911, 2.1845, 5.9233
Si, 3.9733, 2.2055, 5.922
Si, 7.8398, 2.2153, 5.8671
Si, 1.9926, 5.5351, 5.9355
Si, 5.8725, 5.5622, 5.9006
Si, 9.7297, 5.5491, 5.8672
Si, 11.7401, 8.8718, 6.0766
Si, 3.9358, 8.8359, 5.898
Si, 7.8635, 8.9064, 5.8851
Si, 2.0155, 12.2681, 5.9607
Si, 5.8812, 12.2642, 5.9201
Si, 9.7501, 12.256, 5.8849
Si, 2.0479, 1.1187, 6.7468
Si, 5.9379, 1.1172, 6.6922
Si, 9.7501, 1.082, 6.6647
Si, 11.6433, 4.417, 6.6404
Si, 3.9465, 4.4375, 6.6661
Si, 7.8057, 4.4377, 6.6424
Si, 2.0897, 7.6889, 6.8994
Si, 5.9289, 7.805, 6.6369
Si, 9.7652, 7.7421, 6.7292
Si, 11.6727, 11.155, 6.6993
Si, 3.9572, 11.0693, 6.6191
Si, 7.8274, 11.1382, 6.6387
H, 3.9555, 4.4445, 8.1696
H, 11.6115, 11.266, 8.1913
H, 7.8551, 11.1368, 8.1394
H, 7.8147, 4.4358, 8.145
H, 11.5638, 4.4244, 8.1349
H, 9.712, 1.0913, 8.1669
O, 9.7277, 7.5467, 8.3913
O, 6.1081, 1.2528, 8.353
O, 2.3045, 7.5019, 8.5667
O, 2.0786, 1.2163, 8.4124
O, 3.9793, 10.8629, 8.2737
O, 5.9792, 7.8255, 8.2982
H, 9.6124, 3.4307, 23.2806
H, 7.7033, 6.7069, 23.2749
H, 5.7609, 10.0642, 23.2092
H, 3.7826, 0.0269, 23.1844
H, -0.0426, 0.1387, 23.2475
H, 5.7986, 3.4722, 23.2223
O, 7.8825, 0.3868, 22.9299
O, 1.6447, 10.0093, 22.9775
O, 11.161, 6.8671, 23.1619
O, 1.1965, 3.6699, 23.1312
O, 9.557, 10.0686, 23.0901
O, 4.0598, 6.9424, 23.0913
Si, 9.464, 8.1669, 9.8704
Si, 3.6006, 1.689, 14.4835
Si, 5.299, 3.5407, 12.8745
Si, 10.5642, 10.6381, 13.6868
Si, 5.3564, 0.7749, 16.8977
Si, 10.2972, 2.2913, 14.9382
Si, 1.1313, 4.12, 10.9538
Si, 9.0227, 13.0468, 14.2265
Si, 3.2507, 11.9492, 13.9992
Si, 9.5609, 6.3681, 12.4883
Si, 8.022, 2.5003, 16.8836
Si, 6.3656, 8.3326, 9.7854
Si, 5.1844, 5.908, 14.646
Si, 2.0889, 6.9733, 10.1078
Si, 3.3848, 4.4572, 17.828
Si, 11.3598, 6.9138, 21.5561
Si, 3.8686, 6.2782, 21.63
Si, 1.0506, 9.8623, 21.4611
Si, 7.588, 1.5901, 12.1442
Si, 3.0688, 11.4119, 19.5635
Si, 1.3181, 3.5071, 15.6265
Si, 4.9065, 0.3047, 20.1103
Si, 5.2501, 11.1767, 17.1938
Si, 3.1647, 7.38, 19.0808
Si, 4.9144, 6.2661, 11.617
Si, 2.8893, 7.6545, 14.7145
Si, 4.7604, 11.0564, 9.6808
Si, 8.8615, 7.9771, 20.0486
Si, 7.9347, 13.3322, 21.3614
Si, 2.1702, 11.8934, 11.1961
Si, 9.5357, 8.6803, 17.1059
Si, 0.2968, 9.5213, 11.0379
Si, 9.7034, 10.6121, 21.5654
Si, 1.0286, 11.5149, 16.0573
Si, 1.003, 0.1103, 18.3493
Si, 5.1616, 9.7426, 14.5297
Si, 9.5102, 0.6527, 18.8637
Si, 8.3364, 11.6287, 17.0698
Si, 2.7306, 2.2866, 19.7526
Si, 9.942, 3.434, 12.0532
Si, 5.6529, 0.5853, 9.7668
Si, 6.3058, 5.1431, 17.1212
Si, 2.5327, 1.3326, 9.9702
Si, 8.218, 8.5167, 14.366
Si, 0.927, 5.724, 13.5275
Si, 1.1007, 8.7735, 17.1337
Si, 5.9757, 6.9577, 19.643
Si, 1.5752, 4.2999, 21.6779
O, 9.6955, 7.0249, 11.0055
O, 5.3002, 6.0771, 20.8583
O, 10.5334, 9.3776, 10.144
O, 11.0452, 6.3151, 13.1868
O, 11.1387, 8.3047, 16.9897
O, 4.0601, 10.9244, 18.3127
O, 1.5745, 3.0262, 20.6482
O, 8.4781, 7.2198, 13.3827
O, 6.8779, 1.3406, 16.6824
O, 2.0234, 2.8044, 10.5271
O, 6.7688, 2.8648, 12.747
O, 2.1581, 11.693, 12.81
O, 9.804, 12.0146, 13.2106
O, 9.0794, 4.816, 12.276
O, 1.9627, 1.4188, 18.5831
O, 7.2627, 7.7034, 20.3162
O, 5.0047, 4.6018, 11.6304
O, 8.9753, 2.2241, 11.5332
O, 1.7981, 12.3269, 19.13
O, 4.1615, 1.1735, 10.1295
O, 2.9427, 7.2555, 20.6974
O, 6.7153, 0.9398, 10.9442
O, 0.9345, 4.9447, 14.9507
O, 10.1764, 0.6686, 14.798
O, 9.0534, 7.9071, 18.4419
O, 6.5556, 6.0253, 18.4515
O, 1.0597, 10.3956, 17.24
O, 11.4743, 9.8386, 12.5928
O, 5.5304, 9.6948, 10.1419
O, 1.9508, 6.9978, 13.5563
O, 6.0628, 7.0615, 10.7745
O, 1.1926, 8.1421, 10.8708
O, 8.8863, 0.8371, 20.3722
O, 11.323, 10.8554, 21.2722
O, 1.8619, 0.0551, 10.7721
O, 3.9051, 8.7762, 14.11
O, 8.8527, 2.7878, 15.5079
O, 9.1757, 9.4837, 20.5349
O, 8.3439, 12.2418, 15.5178
O, 4.2497, 2.3216, 13.1097
O, 4.7535, 7.8778, 18.972
O, 0.5169, 8.3274, 21.1766
O, 3.8174, 6.4664, 15.3625
O, 6.4076, 6.0629, 15.7408
O, 5.0811, 12.6259, 16.4264
O, 3.4915, 6.7628, 10.9549
O, 6.3823, 13.5231, 20.8066
O, 7.9393, 8.7362, 9.9445
O, 7.3739, 3.9349, 17.2515
O, 4.1467, 12.2838, 20.4332
O, 2.2066, 2.4975, 14.7062
O, 6.842, 11.2053, 17.6417
O, 0.8211, 12.9798, 16.7893
O, -0.0824, 2.7118, 15.94
O, 3.8231, 1.4307, 20.6568
O, 4.4123, 1.7034, 15.9252
O, 1.089, 10.8625, 10.5253
O, 3.6627, 11.4189, 10.8009
O, 9.3247, 9.6475, 14.0196
O, 1.9723, 8.2763, 18.427
O, 8.673, 11.8626, 21.3255
O, 1.8964, 8.2863, 15.8134
O, 3.115, 4.8472, 21.7968
O, 3.6352, 3.4348, 19.0555
O, 10.5914, 2.9896, 13.4909
O, 8.5961, 8.0809, 15.9012
O, 11.4693, 11.0785, 14.9853
O, 1.508, 4.6283, 12.4595
O, 2.4982, 11.459, 15.3571
O, 7.9195, 0.4818, 13.3228
O, 9.0776, 1.9911, 18.0247
O, 5.1137, 9.9411, 16.1472
O, 5.1717, 4.3288, 14.2921
O, 0.5688, 5.5147, 21.1794
O, 4.7058, 11.1705, 13.8229
O, 5.2529, 6.6635, 13.1843
O, 11.1456, 3.6802, 10.964
O, 8.9133, 12.7301, 18.114
O, 5.7429, 12.3553, 9.5889
O, 2.9967, 5.9205, 18.3914
O, 1.3705, 5.4752, 10.0294
O, 2.1417, 3.8931, 16.9606
O, 9.3018, 10.3062, 17.1559
O, 2.3251, 10.2555, 20.4707
O, 11.1325, 0.4777, 18.9547
O, 4.8072, 4.5065, 17.0551
O, 3.4414, 0.1495, 14.0427
O, 6.6734, 9.1338, 14.1767
O, 5.0802, 0.7222, 18.5192
O, 9.8923, 6.9275, 20.7959

Results
free energy: -165026.610 eV
free energy less fixed offsets of H -17.10, O -569.03, Si -635.61 eV per atom: 2.130 eV

Forces (eV/angstrom), in the order of the atoms: element, x, y, z
Si, -0.0066, 0.0047, -0.0339
Si, -0.0161, 0.0014, -0.0268
Si, 0.0056, -0.0138, -0.0627
Si, -0.0527, -0.0101, -0.0408
Si, 0.0257, -0.0106, -0.0301
Si, 0.0139, -0.0104, -0.0112
Si, -0.0425, -0.0191, -0.0538
Si, 0.0276, -0.011, -0.0508
Si, -0.0009, -0.0039, 0.0016
Si, -0.0211, -0.0044, -0.053
Si, 0.0123, -0.0099, -0.0148
Si, 0.0055, -0.0124, -0.0499
Si, 0.0038, -0.0044, -0.0289
Si, -0.0367, 0.0093, 0.0198
Si, 0.0133, 0.0092, 0.0033
Si, -0.0044, 0.0041, 0.0136
Si, 0.0034, 0.0011, -0.0099
Si, -0.0167, 0.0065, -0.0102
Si, 0.0014, 0.0119, -0.0156
Si, -0.0059, 0.004, 0.0029
Si, 0.0123, 0.0032, -0.0015
Si, -0.008, -0.0058, -0.0034
Si, 0.0285, 0.0006, 0.0079
Si, -0.0152, -0.0067, -0.0105
Si, 0.0175, 0.0141, 0.0025
Si, -0.0163, 0.0102, -0.0042
Si, 0.0053, 0.002, 0.0106
Si, -0.0027, 0.014, -0.0142
Si, -0.0076, 0.0072, 0.0094
Si, -0.0019, 0.0106, 0.0107
Si, 0.0023, 0.0103, -0.0043
Si, -0.0038, 0.006, 0.004
Si, 0.011, 0.0043, 0.0104
Si, -0.0041, 0.0038, 0.01
Si, 0.0133, 0.009, -0.0102
Si, -0.0253, 0.0185, -0.0077
Si, 0.0198, -0.0063, 0.0065
Si, 0.0124, -0.0062, -0.0025
Si, -0.0222, -0.0024, -0.0157
Si, -0.0029, -0.0038, -0.0116
Si, 0.0052, -0.0074, -0.0017
Si, -0.004, -0.0044, -0.0184
Si, 0.0178, -0.0087, -0.005
Si, -0.0066, -0.0002, -0.0075
Si, -0.0183, -0.0043, -0.0115
Si, 0.0224, 0.0012, -0.0141
Si, -0.0179, 0.0024, 0.0006
Si, -0.009, -0.0019, 0.002
Si, 0.0094, 0, -0.1032
Si, -0.1409, 0.0514, -0.1714
Si, -0.0983, 0.0173, 0.0766
Si, 0.0113, 0.0618, 0.0743
Si, -0.0878, 0.0046, -0.0947
Si, -0.0802, 0.0018, 0.1218
Si, -0.0248, 0.0508, 0.0445
Si, -0.084, 0.0744, -0.0251
Si, -0.066, 0.0802, 0.0845
Si, -0.0587, 0.1131, -0.0257
Si, 0.0296, 0.1093, -0.1226
Si, -0.0791, 0.1087, -0.03
Si, 0.0909, -0.0395, -0.0253
Si, 0.0385, -0.0169, 0.0272
Si, 0.0619, -0.0397, -0.0827
Si, 0.0696, 0.0076, 0.0576
Si, 0.045, -0.0123, -0.0388
Si, 0.0835, -0.0358, -0.0686
Si, 0.0764, 0.042, 0.0439
Si, 0.0342, -0.0507, -0.094
Si, 0.0429, -0.0177, -0.1072
Si, -0.0131, -0.0357, 0.1053
Si, 0.0319, -0.0335, 0.0678
Si, 0.1831, -0.0924, 0.0851
Si, -0.0141, 0.0006, 0.0122
Si, -0.001, 0.0032, -0.0001
Si, 0.0121, 0, 0.0171
Si, -0.0116, 0.0051, -0.0024
Si, 0.0064, 0.0027, 0.0078
Si, 0.007, 0.0048, 0.015
Si, 0.0076, -0.0022, 0.0029
Si, -0.0032, 0.0009, 0.0039
Si, -0.0014, -0.0045, 0.0095
Si, -0.0047, 0.0061, -0.0012
Si, 0.0071, 0.0042, 0.0129
Si, -0.0028, 0.0034, 0.0026
Si, 0.0031, -0.0092, -0.0097
Si, -0.0045, -0.0169, 0.0067
Si, -0.0042, -0.013, -0.0096
Si, -0.0012, -0.0014, 0.0004
Si, 0.0065, -0.0097, -0.0012
Si, -0.0007, -0.01, -0.004
Si, 0.0114, -0.0121, 0.0104
Si, -0.0161, -0.0151, 0.0043
Si, 0.0051, -0.0022, 0.0003
Si, 0.0104, -0.0156, 0.0039
Si, -0.0038, -0.0143, 0.005
Si, 0.005, -0.0006, -0.0105
Si, 0.0007, -0.0105, -0.0014
Si, 0.003, -0.0088, -0.0031
Si, 0.0011, 0.0006, 0.0101
Si, -0.002, -0.0014, 0.0051
Si, -0.0018, -0.0008, 0.0071
Si, 0.0079, 0.0057, 0.0136
Si, 0.0195, -0.0022, -0.027
Si, -0.0317, 0.0243, 0.0216
Si, 0.0028, -0.0032, 0.0122
Si, 0.017, -0.0057, 0.0013
Si, -0.0246, -0.0057, 0.0117
Si, 0.0002, 0.0022, 0.0079
Si, 0.0013, 0.015, 0.046
Si, 0.0144, 0.0037, 0.0509
Si, -0.0151, 0.0084, 0.0197
Si, -0.0122, 0, 0.0416
Si, 0.0023, -0.0042, 0.0357
Si, 0.0136, -0.0117, 0.0507
Si, 0.0188, 0.003, 0.0337
Si, 0.02, -0.0004, 0.0397
Si, -0.0219, 0.0039, 0.0353
Si, -0.0185, -0.0033, 0.03
Si, 0.0292, -0.0047, 0.054
Si, 0.0125, -0.0063, 0.0349
H, 0.0012, -0.0074, 0.0014
H, 0.0054, -0.0094, -0.0013
H, -0.0046, -0.0072, -0.0031
H, -0.0005, -0.0049, -0.0013
H, 0.0026, -0.0073, -0.0017
H, 0.0017, -0.0064, -0.0054
O, -0.0032, -0.0039, 0.0185
O, -0.0259, -0.0155, 0.0105
O, -0.0193, -0.0045, 0.0055
O, 0.0057, -0.019, 0.0127
O, 0.0005, 0.001, 0.0295
O, 0.0015, -0.0009, 0.0064
H, 0.0017, 0.0072, 0.0002
H, -0.0008, 0.0083, 0.0039
H, 0.002, 0.0079, 0.0032
H, -0.0005, 0.0071, 0.0007
H, -0.0016, 0.0034, 0.0028
H, -0.0037, 0.0078, 0.0018
O, -0.0101, 0.0035, 0.0048
O, -0.0064, 0.0066, -0.0034
O, 0.0352, 0.0141, -0.0112
O, 0.0539, 0.0241, -0.0143
O, 0.011, 0.0174, -0.0026
O, -0.0237, 0.0038, -0.0102
Si, 0.0019, 0.0066, 0.0098
Si, -0.0025, -0.0054, -0.0033
Si, 0.0005, -0.0074, -0.0056
Si, -0.0024, 0, -0.0027
Si, -0.0002, -0.0006, 0.0003
Si, 0.0035, -0.0023, 0.0043
Si, 0.0004, -0.0049, -0.0105
Si, -0.0043, -0.0044, -0.0034
Si, 0.0022, 0.0015, -0.0045
Si, -0.0045, -0.0018, -0.0039
Si, 0.0018, -0.0024, 0.0045
Si, -0.0091, 0.005, 0.0137
Si, 0.0043, -0.0008, 0.0056
Si, -0.0038, -0.0104, 0.0109
Si, -0.001, -0.0094, 0.0048
Si, 0.009, -0.0048, 0.0024
Si, -0.0044, -0.0149, 0.009
Si, 0.0037, -0.001, -0.0017
Si, -0.0008, -0.0094, -0.0042
Si, 0.0012, -0.0107, 0.0087
Si, -0.0052, -0.0028, 0.0049
Si, 0.0012, 0.0043, 0.0112
Si, -0.0032, -0.0031, 0.0011
Si, -0.0073, -0.0022, 0.0054
Si, 0.0031, -0.0059, -0.0029
Si, 0.0003, -0.0027, -0.0031
Si, 0.0075, -0.0033, -0.0078
Si, -0.002, -0.004, -0.0041
Si, -0.006, 0.0006, -0.0089
Si, -0.0027, 0.0007, -0.0008
Si, 0.0023, -0.0055, -0.0053
Si, -0.0048, 0.003, -0.0011
Si, -0.0012, 0.0095, -0.0099
Si, -0.0003, 0.0021, 0.0031
Si, 0.0001, 0.0021, -0.0013
Si, 0.001, 0.0008, -0.0072
Si, 0.0004, 0.0048, 0.0067
Si, 0.0003, 0.0015, 0.0013
Si, -0.0002, -0.0014, 0.008
Si, 0.0007, -0.0041, -0.0089
Si, 0.0011, -0.0075, 0.0031
Si, 0.004, -0.0036, 0
Si, 0.0118, -0.0011, 0.0146
Si, -0.0046, -0.0057, 0.0002
Si, -0.0008, -0.0009, 0
Si, -0.0031, -0.0031, 0.0054
Si, 0.0002, -0.0085, 0.0015
Si, 0.0022, -0.0036, 0.0051
O, -0.0078, 0.0179, 0.0044
O, -0.0216, 0.0225, -0.0123
O, 0.0052, -0.0348, 0.0188
O, -0.0024, -0.0123, -0.0037
O, -0.002, 0.0103, -0.0044
O, -0.0028, -0.0003, -0.0173
O, 0.0232, 0.0106, -0.002
O, 0.0206, 0.004, 0
O, 0.0039, 0.0105, 0.0106
O, -0.0101, -0.0067, -0.0027
O, -0.0146, -0.0124, -0.0064
O, 0.0061, 0.0054, -0.0026
O, -0.0045, 0.0069, 0.0281
O, 0.0286, -0.0026, 0.0001
O, 0.0022, 0.0001, 0.0187
O, 0.0079, -0.0091, -0.0052
O, 0.0048, 0.0057, 0.032
O, -0.0043, 0.0095, 0.0263
O, 0.0072, 0.0082, -0.0047
O, -0.0087, -0.0076, -0.0098
O, 0.0189, -0.0221, -0.009
O, -0.0023, 0.0116, 0.007
O, -0.0003, -0.0043, -0.0157
O, -0.0233, 0.006, -0.0091
O, 0.002, 0.012, 0.0165
O, -0.0251, 0.0117, 0.0035
O, -0.0007, -0.0068, -0.0285
O, -0.0091, -0.0014, -0.01
O, -0.0009, -0.0076, -0.0244
O, -0.0014, -0.0208, 0.0255
O, -0.0047, 0.0266, -0.0181
O, -0.0004, 0.004, -0.0209
O, -0.0056, -0.0185, -0.023
O, -0.0054, -0.0365, 0.0152
O, 0.0194, -0.0137, -0.0022
O, -0.0042, -0.0214, 0.0259
O, 0.0196, -0.0204, 0.0132
O, 0.0107, -0.0159, 0.0158
O, 0.0205, -0.0005, 0.0096
O, 0.0061, 0.0056, 0.0004
O, 0.0005, -0.0351, 0.0113
O, -0.0101, 0.008, 0.0159
O, 0.0043, 0.0126, -0.0258
O, -0.0238, -0.016, 0.0159
O, 0.0019, -0.0084, 0.0187
O, -0.0027, -0.0073, -0.0057
O, 0.0086, 0.0007, -0.0083
O, 0.0054, -0.0263, -0.0031
O, -0.0145, -0.0153, -0.0075
O, -0.0154, 0.0048, -0.0067
O, 0.009, 0.0037, 0.0174
O, 0.0141, -0.0022, -0.0132
O, 0.006, -0.0247, 0.0133
O, -0.001, 0.0059, -0.0274
O, -0.009, -0.0032, -0.0171
O, -0.006, -0.0128, -0.0112
O, 0.0133, -0.0061, 0.0209
O, -0.0045, -0.002, -0.018
O, -0.0057, -0.0077, 0.0059
O, 0.0026, -0.0101, -0.0103
O, 0.0069, -0.0059, 0.0123
O, 0.0041, 0.0012, 0.0062
O, -0.0185, 0.0276, -0.0238
O, -0.0287, -0.0031, -0.0082
O, -0.0206, -0.0059, -0.0035
O, 0.0125, 0.0146, 0.0018
O, 0.0084, -0.0038, -0.0024
O, -0.0173, 0.005, -0.0027
O, -0.0141, 0.0041, -0.0075
O, 0.0204, 0.0151, -0.0054
O, -0.0163, -0.0209, -0.0144
O, -0.0007, 0.0163, -0.0256
O, 0.0079, 0.0112, -0.0209
O, 0.0001, 0.0022, 0.0152
O, -0.0251, 0.0012, 0.0179
O, -0.0124, -0.0138, 0.0005
O, 0.0067, 0.0016, 0.0282
O, -0.0006, 0.0093, -0.0102
O, -0.0233, -0.003, 0.0044
O, 0.0195, 0.0007, 0.0011
O, 0.0084, 0.0111, 0.0162
O, 0.0098, 0.001, -0.0067
O, -0.0138, -0.008, -0.0107
O, -0.0102, -0.0007, 0.0201
O, -0.005, -0.0085, -0.0134
O, 0.0075, 0.018, 0.0153
O, -0.0024, -0.0128, 0.0158
O, 0.0084, -0.0047, 0.0144
O, 0.0072, -0.005, 0.0062
O, 0.0171, 0.0212, 0.0015

The program warned: the cutoff lies below the one the program advises for these potential files; the exchange-correlation potential is rough where the density is thin.
